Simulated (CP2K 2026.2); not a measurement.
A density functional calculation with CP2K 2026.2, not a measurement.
Periodic cell of 509 atoms, Si360O149, from a study of silicon, its oxide and their interface. The atomic structure is a simulated model.
Doubt: the forces sum to 0.83 eV/angstrom along one axis rather than to zero, so they err by at least 0.0016 eV/angstrom per atom on average; the grid cutoff is modest.

Settings: functional PBE; method Gaussian and plane waves; basis set DZVP-MOLOPT-SR-GTH; pseudopotentials GTH-PBE; grid cutoff 300 Ry, relative cutoff 40 Ry; k points Gamma only; occupations fixed; spin none; net charge 0.

Cell vectors (angstrom)
a 16.32 0 0
b 0 16.32 0
c -6.6223 6.9835 33.6311

Atoms and the computed forces on them: element, x, y, z (angstrom), force x, y, z (eV/angstrom)
Si -0.909 -1.578 1.511 -0.108 0.119 0.713
Si 1.915 0.8 1.554 0.105 -0.027 -0.04
Si -1.73 4.433 1.36 0.067 -0.127 -0.042
Si 1.211 6.896 1.042 0.398 -0.335 0.202
Si -1.83 -6.562 1.379 0.466 -0.405 0.082
Si 1.195 -3.852 1.488 0.061 -0.263 0.762
Si 3.616 -0.896 1.655 -0.179 0.247 0.55
Si 7.138 1.149 1.412 -0.333 0.294 0.674
Si -10.112 3.956 -3.38 0.029 -0.007 0.016
Si 6.6 7.033 1.578 0.194 -0.035 0.615
Si 4.35 9.156 1.515 -0.192 0.021 0.833
Si -9.376 -4.514 1.327 -0.118 0.18 0.644
Si -6.78 -0.881 1.217 0.462 0.268 0.306
Si -4.554 1.984 1.224 -0.014 0.027 0.02
Si -6.398 3.714 1.344 0.214 -0.16 0.353
Si -3.504 6.108 1.562 0.02 -0.042 -0.024
Si -6.996 -6.515 1.507 -0.005 -0.19 0.603
Si -4.243 -4.478 1.162 -0.38 -0.292 0.384
Si 0.146 -0.009 2.826 -0.033 0.003 -0.049
Si 2.621 2.715 2.683 -0.144 -0.361 0.389
Si 0.013 5.464 2.557 0.016 -0.001 -0.017
Si 2.613 8.054 2.628 0.077 0.063 -0.049
Si -0.102 -5.462 2.638 0.005 -0.015 -0.003
Si 2.706 -2.69 2.854 -0.001 -0.027 -0.057
Si 5.428 0.122 2.729 0.047 -0.029 0.021
Si -8.063 2.734 2.708 -0.028 -0.002 -0.032
Si 5.437 5.495 2.823 -0.053 -0.034 -0.057
Si -8.097 8.175 2.752 0.014 0.035 -0.007
Si 5.446 10.763 2.79 0.021 0.038 -0.051
Si -8.255 -2.952 2.704 -0.421 -0.192 0.311
Si -5.343 0.23 2.637 0.004 0.016 -0.055
Si -2.797 2.783 2.64 -0.002 0.007 -0.015
Si -5.352 5.302 2.73 -0.058 -0.018 0.002
Si -2.741 8.053 2.739 -0.014 0.051 -0.023
Si -5.521 -5.408 2.865 0.045 -0.02 -0.034
Si -2.616 -2.525 2.79 0.395 0.183 0.415
Si -1.39 1.378 3.968 -0.019 -0.013 0.007
Si 1.259 4.062 4.03 0.035 0.044 -0.017
Si -1.263 6.817 4.062 0.005 -0.057 -0.003
Si 1.326 9.511 3.984 0.008 0.017 0.023
Si -1.409 -4.105 4.082 0.01 0.03 -0.022
Si 1.371 -1.38 4.262 -0.002 0.04 0.012
Si 4.138 1.517 4.095 -0.072 0.028 -0.063
Si 6.845 4.079 4.048 0.009 0.008 -0.002
Si 3.956 6.762 4.102 0 0.024 0.015
Si 6.842 9.479 4.168 0.001 -0.012 0.03
Si 4.121 12.223 4.081 -0.008 -0.013 0.03
Si -9.54 -1.385 3.988 0.07 0.048 -0.043
Si -6.773 1.374 4.122 0.026 0.001 -0.01
Si -4.063 4.019 4.19 0.027 -0.017 -0.034
Si -6.728 6.757 4.019 0 0.004 0.035
Si -4.136 -6.887 4.078 -0.023 0.016 0.006
Si -6.859 -4.079 4.225 -0.029 0.02 -0.035
Si -4.053 -1.198 4.065 -0.025 -0.035 -0.052
Si -2.694 0.073 5.453 0.003 0.006 0.042
Si -0.077 2.721 5.406 0.013 0.012 0.005
Si -2.67 5.454 5.431 -0.011 0.01 -0.061
Si 0.036 8.175 5.443 0.027 0.029 0.006
Si -2.758 -5.489 5.42 0.046 -0.018 -0.035
Si -0.045 -2.76 5.497 -0.031 -0.003 -0.001
Si 2.774 0.073 5.454 -0.014 0.004 -0.023
Si 5.5 2.775 5.483 0.021 -0.017 0.019
Si 2.649 5.381 5.44 -0.02 -0.019 0.016
Si 5.389 8.125 5.438 0.014 0.005 -0.033
Si 2.698 10.867 5.38 -0.006 -0.016 0.004
Si 5.468 -2.722 5.433 -0.002 0.018 -0.042
Si -8.165 -0.036 5.396 -0.023 -0.01 -0.018
Si -5.44 2.699 5.527 -0.004 -0.026 0.002
Si -8.126 5.444 5.4 -0.011 -0.001 0.021
Si -5.458 8.112 5.467 -0.003 0.014 0.013
Si -8.168 -5.478 5.557 0.014 -0.034 -0.018
Si -5.432 -2.632 5.406 -0.017 0.013 0.006
Si -1.382 -1.348 6.809 -0.018 0.01 -0.015
Si 1.344 1.389 6.774 -0.029 0.017 -0.006
Si -1.367 4.087 6.818 0.001 -0.033 0.015
Si 1.358 6.793 6.812 0.002 -0.015 -0.02
Si -1.363 9.516 6.791 -0.009 -0.012 -0.001
Si 1.359 12.209 6.798 0.008 -0.012 0.009
Si 4.109 -1.342 6.79 0.016 0.012 -0.006
Si 6.826 1.345 6.788 0.032 -0.003 0.007
Si 4.073 4.09 6.809 0.003 0.015 -0.014
Si 6.792 6.777 6.773 0.02 0.004 -0.006
Si 4.057 9.522 6.779 -0.028 0.011 -0.011
Si 6.79 -4.074 6.841 -0.005 0.018 0.008
Si -6.802 -1.344 6.804 0.027 0.04 0.034
Si -4.062 1.368 6.858 0.021 -0.014 0.019
Si -6.805 4.095 6.817 -0.002 -0.011 0.004
Si -4.055 6.785 6.802 0.005 0.014 0.003
Si -6.795 -6.847 6.85 -0.01 -0.017 0.019
Si -4.095 -4.065 6.754 -0.016 -0.011 -0.027
Si 0.004 0.009 8.147 -0.009 -0.005 0.001
Si 2.709 2.724 8.157 0.004 0.004 0.002
Si -0.001 5.439 8.173 -0.006 0.013 0.005
Si 2.724 8.156 8.159 0.006 -0.013 0.001
Si -0.003 10.865 8.163 0.014 0.001 0.004
Si 2.724 -2.715 8.131 -0.031 0.008 -0.015
Si 5.461 0.001 8.163 0 0.006 0.001
Si 8.166 2.716 8.161 -0.007 -0.017 0.01
Si 5.439 5.442 8.162 -0.007 -0.004 0.009
Si 8.136 -8.191 8.173 0.003 0.014 -0.006
Si 5.409 -5.44 8.163 0.001 -0.008 -0.005
Si 8.171 -2.715 8.173 -0.004 0 0.009
Si -5.439 -0.003 8.181 0.002 -0.009 0.012
Si -2.713 2.737 8.197 -0.015 0.017 0.002
Si -5.43 5.44 8.169 0.005 -0.011 -0.004
Si -2.715 8.16 8.161 0.017 -0.015 0.02
Si -5.433 -5.434 8.15 -0.008 -0.002 -0.012
Si -2.741 -2.723 8.148 0.02 0.008 -0.001
Si -1.349 1.366 14.976 0.004 0.004 -0.003
Si 1.362 4.098 14.956 0.002 -0.016 -0.007
Si -1.35 6.808 14.959 -0.014 0.011 -0.009
Si 1.352 9.511 14.959 0.007 0.008 0.003
Si -1.364 -4.093 14.96 0.016 -0.004 0
Si 1.374 -1.355 14.977 -0.001 -0.002 0.002
Si 4.093 1.359 14.969 -0.006 0.008 -0.002
Si 6.802 4.076 14.976 -0.015 -0.003 -0.001
Si 4.067 6.809 14.969 -0.004 -0.005 -0.003
Si 6.789 -6.809 14.957 -0.008 0.012 -0.006
Si 4.063 -4.076 14.946 0.002 -0.006 -0.003
Si 6.793 -1.348 14.933 0 -0.011 -0.008
Si -6.806 1.365 14.953 -0.006 -0.009 -0.004
Si -4.077 4.081 14.963 0.01 -0.009 -0.005
Si -6.807 6.78 14.967 0.009 -0.002 0.003
Si -4.066 9.516 14.952 0.001 -0.02 0.001
Si -6.799 -4.087 14.925 -0.01 0.008 -0.009
Si -4.084 -1.372 14.959 -0.016 0.015 -0.003
Si -2.726 -0.004 16.311 0.008 -0.005 -0.01
Si 0.016 2.749 16.325 -0.019 0.006 -0.019
Si -2.713 5.452 16.31 0.006 0.015 -0.004
Si 0.02 8.141 16.34 0.021 -0.026 0
Si -2.729 -5.44 16.334 -0.035 0.016 -0.005
Si 0.012 -2.743 16.309 -0.008 -0.014 -0.004
Si 2.74 0.01 16.345 0.023 -0.014 0.001
Si 5.461 2.702 16.341 0.029 -0.036 0.007
Si 2.683 5.475 16.335 -0.015 0.027 0.007
Si 5.423 8.164 16.333 0.034 -0.002 -0.002
Si 2.706 10.878 16.309 -0.003 0.015 -0.008
Si 5.429 -2.704 16.28 0.007 0.021 -0.016
Si -8.196 0.028 16.302 -0.027 0.013 0.005
Si -5.437 2.711 16.314 -0.003 -0.016 0.001
Si -8.165 5.427 16.35 0.002 0.01 0.007
Si -5.423 8.141 16.293 -0.002 -0.003 -0.026
Si -8.157 -5.436 16.285 0.005 -0.013 -0.014
Si -5.429 -2.769 16.304 0.018 -0.005 0.001
Si -1.408 -1.433 17.635 -0.031 -0.03 -0.038
Si 1.352 1.371 17.677 0.016 0.02 0.018
Si -1.31 4.157 17.68 0.008 0.031 -0.015
Si 1.336 6.795 17.79 -0.015 0.019 -0.011
Si -1.34 -6.801 17.651 0.009 -0.005 0.022
Si 1.407 -4.051 17.689 0.016 0.033 -0.014
Si 4.159 -1.318 17.699 -0.002 0.009 -0.009
Si -9.519 1.353 17.77 0.016 0.013 -0.011
Si 4.083 4.11 17.609 0.034 0.011 -0.012
Si -9.48 6.858 17.692 -0.058 -0.023 -0.024
Si 3.995 9.477 17.682 -0.007 -0.02 -0.01
Si -9.592 -4.124 17.606 0.011 -0.022 0.005
Si -6.828 -1.379 17.559 -0.017 0.006 -0.009
Si -4.04 1.394 17.676 0.013 -0.021 0.011
Si -6.837 4.003 17.697 -0.016 -0.009 -0.007
Si -4.109 6.761 17.671 -0.01 -0.012 0.006
Si -6.727 9.567 17.614 0.035 0.017 -0.037
Si -4.095 -4.112 17.743 -0.013 0.003 -0.012
Si -0.067 -0.056 18.923 0.01 0.015 0.039
Si 2.74 2.781 18.981 0.012 0.003 0.025
Si -0.046 5.475 19.205 -0.001 -0.013 -0.006
Si 2.682 8.162 19.167 0.014 -0.006 0.004
Si 0.035 -5.436 18.998 -0.036 -0.037 0.045
Si 2.82 -2.678 19.028 -0.013 -0.04 -0.012
Si 5.468 0.004 19.189 -0.016 -0.005 -0.017
Si -8.135 2.66 19.171 -0.008 -0.013 0.018
Si 5.433 5.467 18.963 0.043 0.024 -0.01
Si -8.063 8.279 18.979 -0.025 -0.011 0.005
Si 5.354 10.837 18.98 0.007 0.045 0.012
Si -8.228 -2.727 18.871 -0.005 0.062 0.033
Si -5.445 -0.051 18.888 0.008 -0.018 0.036
Si -2.649 2.816 19.011 -0.026 -0.037 0.058
Si -5.488 5.361 19.016 0.037 0.024 0.035
Si -2.733 -8.164 18.964 0 0.016 0.032
Si -5.434 -5.491 19.131 -0.03 -0.011 -0.009
Si -2.713 -2.772 19.096 0.019 0.025 0.01
Si -1.35 1.339 20.304 -0.001 -0.023 -0.039
Si 1.399 4.064 20.455 -0.002 0.046 0.037
Si -1.503 6.876 20.509 -0.052 -0.037 0.013
Si 1.256 -6.79 20.504 0.004 -0.009 0.017
Si -1.319 -4.152 20.425 -0.016 0.062 0.032
Si 1.392 -1.295 20.268 -0.012 -0.024 0.008
Si 4.043 1.455 20.432 0.017 0.001 -0.014
Si -9.535 4.163 20.379 -0.001 0.018 -0.005
Si 4.139 6.793 20.437 0.005 -0.008 0.08
Si -9.506 9.584 20.318 0.033 0.006 0.02
Si 4.099 -4.105 20.426 -0.048 -0.012 0.017
Si 6.861 -1.478 20.452 -0.012 0.025 0.048
Si -6.737 1.152 20.423 -0.048 -0.043 0.064
Si -4.088 4.069 20.429 0.006 0.032 -0.004
Si -8.598 6.01 21.526 -0.204 0.088 -0.6
Si -4.011 -6.883 20.457 -0.006 -0.025 -0.022
Si -6.942 -4.071 20.272 0 -0.016 0.075
Si -4.147 -1.377 20.337 -0.019 -0.056 0.064
Si -3.174 0.415 21.489 -0.028 0.012 -0.012
Si -9.954 -0.995 25.904 -0.038 -0.062 0.034
Si -3.318 5.915 21.748 -0.108 0.098 -0.502
Si -0.602 8.69 21.758 -0.053 0.041 0.004
Si -2.277 -5.885 21.76 0.027 -0.035 0.022
Si 0.315 -2.893 21.571 -0.182 0.009 -0.632
Si 2.177 0.528 21.548 0.042 -0.011 0.051
Si 5.205 3.064 21.734 0.332 -0.31 -0.169
Si 5.408 7.605 24.488 0.071 0.021 -0.08
Si 6.015 7.75 21.529 0.062 -0.208 -0.61
Si 2.445 -5.191 21.749 0.198 -0.12 -0.623
Si 5.821 -3.16 21.749 -0.046 0.056 0.031
Si -7.563 -0.744 21.674 0.04 -0.015 -0.086
Si -4.9 2.129 21.528 0.148 -0.14 -0.62
Si -6.774 6.839 20.329 0.031 0.009 0.005
Si -5.015 -8.661 21.671 0.027 0.016 0.066
Si -8.752 -4.873 21.591 -0.19 0.114 -0.597
Si -5.863 -2.462 21.555 -0.182 0.259 -0.477
Si 2.901 -5.613 -4.833 -0.047 0.038 0.096
Si 4.905 1.616 25.188 0.424 0.099 -0.353
Si -0.386 2.409 23.686 0.27 0.061 -0.481
Si -3.716 -7.809 26.297 0.562 0.292 -0.257
Si -2.382 -5.15 24.087 0.148 -0.806 -0.13
Si -1.03 -2.357 24.181 -0.069 -0.001 -0.012
Si 0.637 -0.81 25.921 0.053 -0.014 0.038
Si -9.929 2.445 23.662 -0.679 -0.215 -0.149
Si 1.967 5.693 26.389 0.14 0.382 -0.41
Si -3.497 -0.288 -4.698 0.017 0.065 -0.069
Si -0.346 8.036 24.04 -0.566 0.615 -0.059
Si 4.755 -2.465 23.823 0.357 -0.211 -0.513
Si -7.888 0.107 23.801 0.04 -0.379 -0.545
Si -5.198 -4.515 23.876 -0.039 0.07 -0.052
Si -1.703 -6.879 25.558 -0.056 0.074 -0.02
Si -5.516 -7.462 23.636 0.16 -0.472 -0.416
Si -7.618 -5.762 24.444 0.105 -0.057 -0.12
Si 0.874 2.961 26.359 0.023 -0.003 0.016
Si -8.9 5.302 24.426 0.019 0.105 -0.096
Si -5.665 8.105 -0.65 0.527 -0.099 0.05
Si -1.199 3.206 -0.688 -0.02 0.455 0.522
Si -1.767 5.213 24.287 -0.195 0.106 0.045
Si -10.214 -6.196 25.829 -0.148 0.055 0.005
Si 4.338 4.622 0.976 0.156 0.18 0.476
Si -0.956 1.109 27.669 0.158 -0.028 0.1
Si -5.838 2.559 27.208 0.051 -0.078 0.115
Si -2.236 5.897 27.209 0.824 0.382 0.196
Si -1.195 1.562 -5.091 -0.094 -0.067 -0.048
Si -1.218 -7.842 -0.432 -0.195 0.422 0.583
Si -3.77 6.796 -0.601 -0.47 0.108 0.402
Si -2.643 0.165 23.739 -0.225 -0.042 -0.672
Si -4.415 -3.383 -1.594 -0.098 0.018 0.148
Si -4.511 -4.915 -4.21 -0.048 -0.007 0.034
Si 1.186 1.363 -0.582 0.221 -0.183 0.496
Si -4.465 5.321 -3.253 0.016 0.039 0.044
Si 2.303 -0.34 -2.894 -0.06 0.114 0.025
Si -9.583 -1.724 -2.575 0.014 0.172 -0.162
Si -9.295 6.589 -2.932 -0.01 0.06 0.037
Si -7.723 5.84 -0.429 -0.01 -0.178 -0.015
Si -1.58 -4.866 -4.824 -0.102 -0.01 0.015
Si -1.583 -2.055 -3.84 0.002 0.027 -0.141
Si -6.406 -7.329 -3.626 -0.135 0.081 -0.039
Si 2.582 6.346 -0.808 -0.431 0.069 0.533
Si -6.677 -1.375 -1.826 -0.009 0.044 0.123
Si -7.014 3.756 -4.234 0.007 0.244 -0.545
Si -0.591 -6.467 27.59 -0.299 -0.189 -0.626
Si -2.757 4.129 -5.228 -0.092 0.028 0.062
Si -2.697 7.009 -4.949 -0.093 0.002 -0.033
Si 1.304 3.841 -2.181 -0.123 -0.124 -0.007
Si -8.205 6.247 27.101 -0.019 -0.027 0.056
Si 2.448 -2.722 -4.66 0.061 -0.011 0.001
Si -3.762 1.566 -1.016 -0.172 0.007 0.604
Si -5.774 1.093 -3.282 0.131 0.068 0.203
Si 1.689 2.058 -4.545 0.109 0.015 -0.104
Si -10.65 -4.332 -1.535 0.111 -0.017 0.072
Si 0.474 2.192 21.553 -0.049 -0.019 0.007
Si 2.208 -7.48 -2.629 0.02 -0.107 0.046
Si 2.968 5.242 21.789 -0.08 0.108 -0.695
Si 2.358 6.873 24.439 -0.092 -0.464 0.416
Si -9.888 -0.197 -5.426 -0.746 -0.42 -0.411
Si 3.637 3.398 27.267 -0.115 0.036 -0.038
Si 2.784 0.051 23.724 -0.206 0.032 -0.477
Si 3.668 -5.141 24.473 -0.101 0.012 -0.024
Si 2.234 -5.089 27.19 0.156 -0.18 0.649
Si -7.668 7.109 -5.497 0.005 -0.058 0.013
Si -0.686 -7.491 -3.344 -0.106 -0.037 -0.026
Si 4.617 -0.428 -1.078 0.026 0.099 0.022
Si -2.233 -1.186 -1.24 -0.002 0.023 0
Si -5.24 1.534 24.448 0.024 0.013 -0.174
Si 2.932 -5.379 -0.681 0.046 0.019 0.063
Si -9.437 -6.748 -3.163 0.092 0 -0.078
Si -10.727 2.332 -0.787 0.016 0.021 -0.084
Si -1.347 1.36 9.53 -0.004 0.011 0
Si 1.364 4.085 9.53 0.009 0.009 -0.003
Si -1.364 6.796 9.527 -0.008 -0.008 0.006
Si 1.357 9.509 9.52 -0.008 -0.008 -0.003
Si -1.363 -4.074 9.505 -0.008 0.004 0.001
Si 1.361 -1.36 9.501 0.008 0.007 0.004
Si 4.077 1.358 9.509 -0.015 -0.025 -0.001
Si 6.793 4.07 9.515 -0.001 -0.012 -0.005
Si 4.087 6.806 9.524 0.016 0.023 0.006
Si 6.783 -6.805 9.515 0 -0.015 0.01
Si 4.063 -4.072 9.518 0.013 -0.003 -0.005
Si 6.809 -1.356 9.53 0.001 0.011 -0.005
Si -6.794 1.368 9.53 0.018 0.015 -0.003
Si -4.084 4.085 9.545 0.009 -0.006 0.01
Si -6.804 6.788 9.527 -0.012 0.004 -0.004
Si -4.075 -6.793 9.515 0.012 0.025 -0.007
Si -6.797 -4.089 9.523 0.001 -0.005 0.002
Si -4.084 -1.373 9.531 -0.026 -0.016 0.003
Si -2.715 -0.004 10.883 -0.001 -0.004 -0.003
Si 0.008 2.721 10.892 0.006 -0.013 -0.004
Si -2.722 5.444 10.894 -0.013 0.007 -0.005
Si 0.003 8.152 10.88 0.001 0.003 0.002
Si -2.716 -5.435 10.872 0.007 -0.011 0.005
Si -0.003 -2.715 10.867 -0.002 -0.008 -0.001
Si 2.717 -0.001 10.87 0.006 0 -0.002
Si 5.432 2.719 10.876 0.001 0.014 0.005
Si 2.727 5.444 10.884 0.002 -0.004 0.005
Si 5.437 -8.159 10.891 -0.007 0.002 0.004
Si 2.708 -5.436 10.877 -0.005 0.004 0.002
Si 5.436 -2.721 10.874 0.007 0.007 -0.002
Si -8.159 0.01 10.885 0.011 -0.007 -0.002
Si -5.436 2.717 10.898 -0.01 -0.001 -0.001
Si -8.166 5.427 10.882 0.006 -0.006 0.003
Si -5.442 -8.158 10.873 -0.012 0.004 0.001
Si -8.166 -5.45 10.874 -0.005 0.01 0
Si -5.44 -2.731 10.887 0.01 0.005 0.004
Si -1.349 -1.356 12.246 0.001 -0.002 -0.003
Si 1.372 1.363 12.249 0.005 -0.004 0.003
Si -1.363 4.076 12.246 -0.001 0.008 -0.001
Si 1.364 6.801 12.243 -0.006 0.004 -0.006
Si -1.357 9.519 12.224 0.003 0.001 -0.006
Si 1.343 -4.081 12.237 -0.001 0.006 0
Si 4.071 -1.363 12.229 -0.001 0.004 -0.001
Si 6.796 1.368 12.241 -0.003 -0.009 -0.008
Si 4.082 4.08 12.243 -0.001 -0.003 -0.008
Si 6.791 -9.534 12.246 0.007 0.013 -0.002
Si 4.076 -6.79 12.237 0.01 -0.004 0.002
Si 6.799 -4.08 12.233 -0.002 -0.003 0.005
Si -6.799 -1.358 12.23 -0.009 -0.002 -0.004
Si -4.076 1.349 12.251 -0.007 0.008 0.003
Si -6.799 4.081 12.244 -0.002 -0.008 -0.003
Si -4.082 6.809 12.246 0.013 -0.007 0.001
Si -6.81 -6.815 12.238 0.007 0.003 -0.001
Si -4.074 -4.085 12.243 -0.008 -0.001 0
Si 0.013 0.006 13.614 0.018 0.022 -0.001
Si 2.731 2.727 13.613 0.009 0.003 -0.005
Si -0.003 5.442 13.596 -0.001 -0.005 0.001
Si 2.722 8.169 13.597 0.008 0.02 0.004
Si -0.011 10.868 13.597 -0.025 -0.022 -0.006
Si 2.706 -2.718 13.59 -0.01 -0.012 -0.004
Si 5.427 0.002 13.583 -0.004 -0.01 0.003
Si 8.159 2.729 13.6 0.016 0.021 0.006
Si 5.429 5.432 13.619 -0.011 -0.021 -0.006
Si 8.151 -8.179 13.605 -0.024 -0.025 0.003
Si 5.44 -5.434 13.598 0.017 0.016 0.002
Si 8.162 -2.712 13.584 0.017 0.021 -0.005
Si -5.448 -0.012 13.603 -0.008 -0.021 -0.004
Si -2.718 2.713 13.61 -0.003 -0.023 -0.004
Si -5.438 5.44 13.602 -0.008 0.019 -0.004
Si -2.706 8.167 13.593 0.011 0.026 -0.012
Si -5.439 -5.458 13.587 -0.001 -0.005 0.004
Si -2.711 -2.719 13.6 0.009 0 0.005
O 3.024 3.837 1.527 -0.11 0.252 -0.179
O 2.383 -3.463 27.164 0.12 0.267 -0.284
O -7.059 -2.395 1.7 0.445 -0.132 -0.015
O -5.999 -7.878 -2.18 -0.086 -0.141 0.136
O -3.668 -3.049 1.643 -0.134 0.563 -0.387
O -3.779 -4.471 24.632 0.026 0.121 0.741
O -7.654 7.775 27.114 0.183 0.352 -0.631
O -6.592 2.224 -4.039 -0.099 -0.157 -0.29
O -3.038 5.577 23.343 -0.445 -0.142 0.007
O -0.242 -1.995 22.816 0.22 0.713 -0.225
O -9.923 -5.668 -2.08 -0.028 -0.345 0.471
O -5.528 -2.413 -2.237 -0.081 -0.009 -0.527
O 4.078 4.15 22.326 0.017 0.076 0.374
O -10.461 -8.05 23.085 0.16 0.324 0.22
O 1.378 -4.004 22.158 -0.231 -0.116 0.217
O 3.034 -5.829 23.15 0.245 -0.347 0
O -8.687 1.445 23.352 0.07 0.228 -0.449
O -7.058 -7.265 24.142 -0.411 -0.371 0.014
O -8.122 5.762 23.089 0.477 0.14 0.158
O -5.376 -3.196 22.966 0.26 0.052 0.125
O 0.131 7.829 0.198 0.302 0.156 -0.284
O -3.871 0.708 24.648 0.114 -0.396 0.674
O -1.496 -0.914 0.157 0.093 0.414 0.01
O -5.202 2.444 23.114 0.049 0.605 0.498
O 5.22 3.56 0.16 0.351 0.189 0.345
O -9.101 6.111 0.375 -0.285 -0.178 -0.183
O -0.302 3.942 -1.853 -0.179 0.478 -0.469
O -6.299 -0.934 -0.318 0.448 0.115 -0.035
O -3.094 -2.553 -1.186 0.157 -0.268 0.319
O 3.284 4.964 27.027 0.575 0.349 -0.051
O -10.637 -2.259 25.148 0.048 -0.381 0.137
O -1.394 1.174 23.96 0.249 -0.205 0.004
O -0.37 1.829 -0.343 -0.451 -0.367 0.018
O 0.207 1.439 -4.338 -0.071 -0.112 0.532
O -8.178 -5.555 0.891 0.187 0.165 -0.325
O -2.169 5.599 -5.549 0.505 -0.038 -0.54
O -3.184 -1.676 -3.911 -0.508 -0.339 0.115
O -1.343 -3.642 -3.787 0.21 -0.16 0.703
O -8.825 6.624 -4.483 -0.228 -0.479 -0.228
O -6.757 -0.018 -2.683 -0.21 0.102 -0.186
O -1.619 7.661 -3.946 0.159 -0.191 0.19
O -5.474 -3.805 -4.885 -0.198 0.315 0.454
O -2.989 -5.49 0.928 0.044 -0.122 -0.4
O -0.524 0.194 26.413 -0.276 0.041 -0.32
O -2.628 2.711 -1.269 -0.392 0.433 -0.129
O 4.47 1.155 -0.731 -0.3 -0.007 0.281
O 0.725 -5.68 27.063 0.065 -0.102 -0.093
O 0.844 -8.006 -3.321 0.001 -0.72 -0.248
O -7.923 5.543 25.695 0.504 -0.265 -0.006
O -7.087 4.388 -0.035 0.036 -0.306 -0.184
O -10.047 -3.976 -0.066 -0.089 0.18 -0.161
O 4.723 2.859 26.208 0.38 0.4 -0.121
O 3.492 1.327 24.437 -0.208 0.501 -0.039
O -5.994 -6.928 0.274 0.286 0.241 -0.159
O 2.266 5.962 23.083 -0.395 -0.035 -0.189
O -0.937 -1.489 -5.228 0.439 -0.146 -0.022
O -1.139 -1.356 -2.445 0.466 0.308 0.18
O -10.799 8.125 0.991 -0.05 -0.157 -0.476
O 2.883 7.646 -1.759 0.43 0.151 -0.148
O 1.997 -4.416 0.196 -0.122 0.226 -0.445
O -5.296 -6.32 -4.189 0.108 -0.17 -0.416
O 5.432 3.745 -4.794 -0.463 0.256 0.127
O -4.944 -4.164 -0.274 -0.362 0.144 -0.079
O -6.642 6.958 -0.016 0.227 0.174 0.651
O 0.126 -2.732 0.972 -0.038 0.1 -0.37
O -10.2 -6.519 -4.562 -0.112 -0.122 -0.025
O 1.947 -6.207 -1.658 -0.453 0.111 0.145
O -3.157 -5.078 -5.084 -0.082 0.031 -0.629
O -0.727 6.449 24.188 0.334 -0.135 0.061
O -4.04 6.657 -4.093 -0.354 0.422 -0.173
O -10.169 -0.755 -1.416 0.573 0.257 0.119
O 3.775 -2.028 -5.265 0.125 -0.009 0.116
O -3.351 7.039 26.867 -0.379 -0.111 0.155
O 4.069 -4.528 -1.445 -0.073 0.097 -0.219
O 3.809 7.563 24.523 -0.035 0.242 0.066
O -1.158 3.835 23.734 0.142 0.026 -0.031
O -3.468 4.149 -3.775 0.187 -0.582 0.334
O 2.281 2.533 27.032 0.024 -0.52 0.089
O -4.657 -7.861 24.964 0.05 -0.364 -0.082
O -9.591 -1.352 27.43 0.224 0.044 0.243
O -8.217 -0.141 1.233 -0.272 -0.119 0.178
O -10.409 -7.789 25.709 -0.003 -0.422 0.72
O -9.394 1.714 -0.112 0.297 -0.146 -0.116
O -0.103 -2.171 25.484 -0.127 -0.256 0.185
O 2.945 -5.609 25.83 0.172 -0.395 -0.049
O 5.358 0.265 25.971 -0.171 -0.081 0.433
O -8.65 -0.626 25.025 0.349 0.119 0.144
O 1.508 -5.672 -5.664 -0.316 -0.626 0.007
O -8.678 -5.798 25.623 0.191 -0.06 0.661
O -5.159 -5.94 23.057 -0.003 0.229 -0.705
O -9.707 -0.956 -3.995 -0.041 -0.056 0.04
O 1.741 -1.672 -3.636 -0.645 -0.136 -0.048
O -8.502 3.857 -3.572 -0.052 0.128 0.087
O -10.545 2.834 -2.301 -0.032 -0.214 -0.254
O 1.538 -0.369 24.664 -0.214 -0.065 -0.096
O 5.23 -5.511 24.663 0.119 0.326 -0.358
O -8.305 -5.201 23.115 -0.029 0.232 0.158
O -6.442 -4.723 24.892 -0.104 0.393 0.636
O 3.945 -1.086 23.555 0.341 0.119 -0.03
O 2.622 0.914 -3.881 0.54 0.061 0.05
O -9.816 6.324 27.382 -0.627 -0.235 -0.678
O -10.53 -5.67 27.331 -0.683 0.127 0.263
O 4.071 -1.334 0.135 -0.183 -0.473 -0.266
O 1.366 -3.044 -5.819 -0.414 0.559 -0.315
O -4.094 -4.501 -2.714 0.296 -0.208 0.25
O -2.144 5.015 25.84 -0.156 -0.607 0.002
O -10.282 6.129 24.581 -0.331 -0.54 0.018
O 1.979 5.249 -1.834 0.076 0.109 -0.195
O -8.073 6.095 -1.982 0.528 0.118 -0.166
O 3.117 -6.872 -3.834 0.412 -0.31 -0.422
O -2.249 7.299 -0.912 0.052 -0.157 -0.116
O -4.939 1.824 -2.106 -0.132 0.464 0.046
O -9.266 3.756 24.345 0.242 -0.022 0.312
O 3.612 -3.549 24.215 -0.601 0.158 0.064
O 0.702 2.33 24.887 0.48 -0.148 -0.033
O -4.93 0.315 -4.417 -0.253 -0.013 -0.284
O -0.909 -6.184 -4.23 0.363 -0.056 -0.032
O 1.58 -1.013 27.193 0.155 0.484 0.067
O -4.492 -7.047 27.537 -0.428 0.199 -0.1
O -0.289 2.558 27.397 -0.234 0.453 0.259
O -10.395 -3.121 -2.579 -0.132 -0.101 -0.526
O -5.983 4.813 -3.526 -0.199 0.201 0.368
O -1.331 -3.924 24.122 0.523 -0.108 -0.008
O -5.498 2.557 25.647 -0.053 0.431 -0.102
O 2.886 -4.173 -4.05 0.053 -0.208 0.745
O -4.226 5.632 -1.68 0.13 -0.331 0.005
O -7.441 2.446 27.415 -0.34 0.035 -0.354
O 1.677 3.457 -3.716 0.131 0.468 -0.339
O 3.727 -6.461 0.203 0.02 -0.21 -0.29
O -6.424 0.448 24.383 -0.001 -0.465 0.506
O 3.929 5.772 -0.104 0.182 0.433 0.139
O -6.468 7.723 -4.626 0.518 -0.151 -0.092
O 4.079 -5.671 -5.93 -0.353 0.028 -0.229
O 1.354 0.144 -1.664 -0.369 -0.378 -0.015
O -0.996 -7.049 -1.82 -0.117 0.413 0.078
O -1.518 3.118 -5.255 0.45 0.262 -0.138
O 1.254 8.075 24.384 0.423 0.221 0.272
O 3.755 -0.796 -2.37 0.186 -0.227 -0.432
O 1.918 2.68 -1.221 0.552 0.089 0.123
O -3.213 0.09 -1.423 -0.234 -0.227 -0.291
O -10.07 1.418 -5.31 -0.104 0.164 0.423
O -7.851 -6.612 -3.473 0.189 0.315 -0.34
O 1.253 6.684 27.449 0.268 0.48 0.005
O -2.296 -1.349 24.244 -0.496 -0.014 0.077
O 0.838 4.552 26.137 -0.485 0.08 -0.245
O -8.087 -2.094 -2.099 0.019 -0.452 0.015
O -9.765 8.092 -2.562 -0.231 -0.016 0.464
O -10.45 5.454 -2.829 -0.563 0.161 0.165
O -2.392 0.845 -4.264 -0.114 0.168 0.442

Results
total energy: -103841.088 eV
total energy less fixed offsets of O -438.25, Si -107.07 eV per atom: 3.362 eV
